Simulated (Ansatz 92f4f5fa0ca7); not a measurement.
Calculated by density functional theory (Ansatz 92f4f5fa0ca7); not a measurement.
Periodic cell of 297 atoms, Si195O102, from a study of silicon, its oxide and their interface. The atomic structure is a simulated model.
Doubt: the cutoff is far below the 930 eV that the study's wrapper takes by default for these files, so forces and energies are approximate.
This geometry differs little from another in the collection (a relaxation step or a small displacement).

Settings
functional: PBE
potential files: Ansatz PAW
basis: plane waves
wave-function cutoff: 580 eV
density cutoff ratio: 5
exchange-correlation grid ratio: 1
k mesh: 1 x 1 x 1, Gamma-centred
self-consistency stop: 5e-08 eV per atom in the density residual
occupations: fixed
spin: none
net charge: 0

Cell vectors (angstrom)
a  11.6015  0  0
b  0  10.938  0
c  0  0  41.5911

Atoms and the computed forces on them: element, x, y, z (angstrom), force x, y, z (eV/angstrom)
Si  0  0  0.9665  -0.0054  0.0319  0.0133
Si  3.8672  0  0.9665  -0.0004  0.0663  0.0168
Si  7.7343  0  0.9665  0.0064  0.0829  0.0189
Si  1.9336  1.3673  0.9665  -0.0009  -0.0492  -0.0001
Si  5.8008  1.3673  0.9665  -0.0028  -0.0221  -0.0252
Si  9.6679  1.3673  0.9665  0.0016  -0.0414  -0.0007
Si  0  5.469  0.9665  0.0167  -0.0023  -0.0086
Si  3.8672  5.469  0.9665  -0.0129  0.0197  0.0182
Si  7.7343  5.469  0.9665  -0.0066  0.0949  0.003
Si  1.9336  6.8362  0.9665  0.0032  0.0384  -0.0111
Si  5.8008  6.8362  0.9665  -0.0086  -0.0022  -0.0044
Si  9.6679  6.8362  0.9665  0.0092  -0.0834  -0.015
Si  1.9336  2.7345  40.624  -0.0008  0.0395  0.0096
Si  5.8008  2.7345  40.624  -0.0058  0.0526  -0.0155
Si  9.6679  2.7345  40.624  -0.0123  0.0374  -0.0004
Si  0  4.1018  40.624  -0.0225  0.0017  0.0037
Si  3.8672  4.1018  40.624  -0.0006  0.0228  0.0305
Si  7.7343  4.1018  40.624  -0.002  -0.0938  -0.0138
Si  1.9336  8.2035  40.624  -0.0104  -0.0742  0.0625
Si  5.8008  8.2035  40.624  0.0118  -0.0152  0.0266
Si  9.6679  8.2035  40.624  -0.0015  0.0908  0.005
Si  0  9.5708  40.624  0.0066  -0.0359  -0.0264
Si  3.8672  9.5708  40.624  0.0005  -0.0667  -0.0165
Si  7.7343  9.5708  40.624  -0.0026  -0.0992  -0.0478
Si  0  0  4.8337  -0.0157  0.161  -0.1078
Si  3.8672  0  4.8337  0.0276  0.2713  0.0519
Si  7.7343  0  4.8337  0.0335  0.1968  0.1068
Si  1.9336  1.3673  4.8337  0.0643  -0.0471  0.1201
Si  5.8008  1.3673  4.8337  0.0382  -0.0088  -0.253
Si  9.6679  1.3673  4.8337  -0.1118  -0.1172  0.0503
Si  0  5.469  4.8337  -0.0377  0.0215  -0.2748
Si  3.8672  5.469  4.8337  0.0099  0.0999  0.0952
Si  7.7343  5.469  4.8337  -0.0099  0.1221  0.1905
Si  1.9336  6.8362  4.8337  0.0161  0.221  -0.1305
Si  5.8008  6.8362  4.8337  0.009  0.2352  -0.0593
Si  9.6679  6.8362  4.8337  0.0248  0.1108  0.2082
Si  1.9336  2.7345  2.9001  -0.0111  0.0882  0.0596
Si  5.8008  2.7345  2.9001  0.0059  0.0153  0.029
Si  9.6679  2.7345  2.9001  0.0197  0.091  0.0731
Si  0  4.1018  2.9001  0.0133  0.0782  -0.0981
Si  3.8672  4.1018  2.9001  0.01  -0.0191  -0.0383
Si  7.7343  4.1018  2.9001  -0.0146  -0.0849  -0.0285
Si  1.9336  8.2035  2.9001  -0.0118  -0.0839  -0.0576
Si  5.8008  8.2035  2.9001  0.0017  -0.0391  -0.0541
Si  9.6679  8.2035  2.9001  0.0035  0.0618  -0.0053
Si  0  9.5708  2.9001  0.0142  -0.0339  0.0086
Si  3.8672  9.5708  2.9001  0.0113  -0.1081  0.0511
Si  7.7343  9.5708  2.9001  -0.0254  -0.1176  0.054
Si  -1.658  1.1347  31.1153  0.0148  0.0542  -0.0397
Si  3.9384  -0.3166  30.8658  0.0623  -0.0329  -0.0795
Si  8.0543  -0.1478  30.7231  -0.0125  0.0352  -0.032
Si  0.2351  -0.1602  30.9765  0.0034  -0.0342  -0.0226
Si  5.4128  1.4892  30.8463  0.0563  -0.0335  -0.0245
Si  13.719  1.1784  30.957  0.009  0.0667  -0.0353
Si  -1.5084  6.8793  30.8506  -0.0375  0.0036  -0.0203
Si  2.9999  6.0405  29.6791  -0.0524  0.0088  -0.0203
Si  5.8347  6.6361  30.2509  0.1194  0.1425  -0.0629
Si  2.2366  5.9985  31.7838  -0.011  -0.0047  0.0027
Si  7.9023  4.7525  30.6751  0.022  0.0242  -0.1031
Si  11.703  5.1825  31.0773  -0.0032  -0.0332  -0.0198
Si  1.8648  2.5875  32.9254  -0.0137  -0.0103  -0.012
Si  5.4888  2.8129  32.8211  0.0017  -0.0244  -0.0152
Si  9.5596  2.5046  32.9961  -0.0187  -0.0038  0.0046
Si  -0.1328  3.8629  32.9823  -0.0105  0.0158  -0.0192
Si  3.5302  4.2563  32.9724  -0.0119  0.0032  -0.014
Si  7.614  3.8287  32.8169  -0.0151  -0.0059  0.0175
Si  2.0456  7.9883  33.0351  0.0071  -0.0059  -0.0041
Si  5.8351  8.074  32.9943  -0.0048  -0.0227  -0.0145
Si  9.8057  8.2285  32.7877  0.0003  0.0227  0.0123
Si  0.1891  9.4291  32.906  0.0125  -0.0024  -0.0079
Si  3.922  9.4196  32.9057  0.0035  0.0005  0.0236
Si  7.7648  9.4651  32.7233  0.0077  0.0059  -0.011
Si  0.0361  -0.1025  34.8231  0.0003  0.0045  0.0027
Si  3.8595  -0.0642  34.8023  0.0044  0.0011  0.0173
Si  7.6625  -0.0828  34.7088  0.0013  -0.0016  -0.0158
Si  1.9308  1.2772  34.863  0.0054  0.0021  0.0037
Si  5.7253  1.3712  34.7359  -0.0036  -0.0032  0.0015
Si  9.6423  1.1811  34.8888  -0.0007  0.0008  -0.012
Si  -0.0016  5.3955  34.8186  0.0058  0.0083  -0.0049
Si  3.8455  5.4371  34.965  0.0059  -0.0004  -0.0015
Si  7.745  5.3707  34.6942  -0.0012  -0.0044  -0.0056
Si  1.9273  6.7722  35.0102  0.0009  0.0023  0.0048
Si  5.8261  6.7452  34.9123  0.0054  -0.0027  0.0049
Si  9.68  6.7796  34.7019  -0.0058  -0.0023  -0.0155
Si  1.9304  2.7088  36.7572  0.0077  0.0006  -0.0045
Si  5.8182  2.6911  36.7267  0.0042  0.0065  -0.0049
Si  9.659  2.6778  36.7456  0.0053  -0.0015  -0.0077
Si  -0.017  4.0609  36.7641  0.0058  -0.0022  -0.0031
Si  3.8818  4.0352  36.8199  0.0048  0.0051  -0.0054
Si  7.7485  4.0792  36.7088  0.0052  0.0021  -0.0057
Si  1.9048  8.2211  36.8294  -0.0026  -0.0062  -0.0019
Si  5.7977  8.1791  36.7821  -0.0026  -0.0011  -0.0014
Si  9.6276  8.152  36.6912  -0.0034  -0.0024  -0.0101
Si  -0.0405  9.5285  36.7783  -0.0097  -0.0008  -0.0068
Si  3.863  9.5409  36.7612  -0.0044  -0.0017  -0.0028
Si  7.6996  9.5567  36.7195  0.0016  0.0089  -0.0028
Si  0  0  38.6904  -0.1254  0.0074  -0.0065
Si  3.8672  0  38.6904  0.0263  0.0233  -0.0753
Si  7.7343  0  38.6904  0.0103  -0.0539  -0.1913
Si  1.9336  1.3673  38.6904  -0.0256  -0.1638  0.0194
Si  5.8008  1.3673  38.6904  0.0894  -0.1265  -0.0839
Si  9.6679  1.3673  38.6904  -0.0093  -0.1251  0.1547
Si  0  5.469  38.6904  -0.0212  -0.0917  -0.0758
Si  3.8672  5.469  38.6904  0.0332  -0.0501  0.1845
Si  7.7343  5.469  38.6904  0.033  -0.1158  -0.2627
Si  1.9336  6.8362  38.6904  0.0053  -0.1532  0.3377
Si  5.8008  6.8362  38.6904  -0.0123  -0.1442  0.2152
Si  9.6679  6.8362  38.6904  -0.0901  -0.0524  -0.2322
Si  1.9513  2.7444  6.7845  -0.0046  -0.0032  0.0009
Si  5.8046  2.7507  6.7331  0.0079  0.0018  -0.0034
Si  9.6343  2.728  6.7795  -0.0031  0.0079  0.0023
Si  -0.0177  4.0419  6.6827  0.0017  0.0001  0.0068
Si  3.8801  4.1018  6.7631  -0.0045  0.0001  -0.0002
Si  7.7371  4.1295  6.7997  -0.0003  -0.0167  0.0024
Si  1.9622  8.2981  6.7036  -0.002  0.0135  0.0077
Si  5.8059  8.2962  6.7228  0.0002  -0.001  0.0052
Si  9.6725  8.2707  6.7684  0.0025  0.0026  0.0005
Si  -0.0008  9.651  6.7941  0.0012  0.0146  0.0073
Si  3.8736  9.6699  6.8192  0.0096  -0.0028  0.0005
Si  7.7595  9.638  6.8189  0.0047  -0.0067  -0.0071
Si  -0.0327  0.1985  8.6866  0.0209  -0.0005  0.0291
Si  3.8221  0.0726  8.8358  -0.007  0.0019  0.0156
Si  7.7592  0.0635  8.8028  0.0108  0.001  -0.002
Si  1.9195  1.5113  8.8162  -0.0001  0.0125  0.0065
Si  5.8362  1.4037  8.6553  0.004  -0.0285  -0.0074
Si  9.6309  1.5736  8.8571  0.0006  0.0002  -0.0143
Si  -0.0012  5.5629  8.4259  -0.0094  0.0002  -0.0081
Si  3.9227  5.4865  8.6837  -0.0099  -0.0058  0.0065
Si  7.7473  5.5694  8.7181  -0.0027  0.0077  0.0091
Si  1.968  6.8144  8.4893  -0.0059  -0.0014  0.0045
Si  5.8209  6.8762  8.5724  -0.0034  -0.0134  0.0116
Si  9.6903  6.9119  8.6916  0.0056  -0.0125  -0.0118
Si  1.9109  3.0751  10.67  -0.0008  -0.0103  -0.0076
Si  5.9783  2.7769  10.5489  -0.0149  0.0319  0.0104
Si  9.685  3.2489  10.677  0.0063  -0.0038  0.0178
Si  0.0855  4.5345  10.4731  0.0171  0.0178  0.0335
Si  4.0259  4.0549  10.6016  0.0166  0.0132  0.0807
Si  7.6908  4.5357  10.8434  0.0083  0.0105  -0.0041
Si  1.8192  8.0064  10.4602  0.0193  0.0362  0.0232
Si  5.6547  8.2239  10.4533  -0.0065  -0.0196  -0.0114
Si  8.5242  8.6436  12.2055  0.1711  -0.0258  -0.0873
Si  0.1484  9.6041  10.4174  0.0093  0.0023  -0.0771
Si  3.6957  9.3935  10.6318  -0.0374  -0.0168  0.0175
Si  7.1441  10.0348  10.8967  0.0123  0.0081  0.0256
Si  0.1256  -0.26  12.4649  -0.0187  -0.07  0.0852
Si  4.1223  -0.9769  12.8839  0.0194  0.0141  0.0342
Si  7.3434  1.6392  14.0853  0.0212  -0.0081  -0.0104
Si  1.3816  2.4016  12.8643  0.0017  0.0121  0.016
Si  6.1763  1.0118  12.1493  -0.0208  -0.017  -0.0089
Si  10.0334  2.1907  12.7257  -0.0064  -0.0258  0.0185
Si  0.3393  6.5541  11.7099  0.0012  -0.0203  -0.0162
Si  4.2133  5.5899  13.4354  -0.2336  0.0453  -0.0514
Si  10.2174  7.9301  10.7853  0.009  0.1081  0.0241
Si  1.1363  6.3205  13.8935  0.3459  0.1743  0.2084
Si  5.4623  7.3834  12.6509  -0.1587  -0.0855  0.0132
Si  7.5936  6.4671  12.676  -0.0372  0.0724  0.0541
O  2.9294  9.8309  13.9799  -0.139  -0.0457  0.0393
O  6.4732  2.7097  14.9507  0.0034  -0.004  -0.0127
O  -1.7801  6.4944  18.5089  0.0004  -0.0079  -0.0011
O  12.9983  11.7152  12.635  -0.0177  -0.0247  -0.0061
O  4.7379  11.4882  12.904  0.0085  -0.0398  -0.0258
O  16.8863  8.879  13.4033  0.0423  -0.0048  -0.0091
O  7.545  8.534  15.598  -0.0119  0.0055  -0.0078
O  5.0257  4.9357  14.7092  0.0118  -0.0122  -0.0058
O  -3.4119  6.2021  14.2267  -0.0072  -0.0223  -0.0294
O  7.4415  11.1673  14.9244  -0.0151  0.0119  -0.0016
O  0.1673  5.3642  14.8091  0.0224  0.0316  -0.0172
O  10.3106  11.5228  12.4774  0.0258  -0.034  -0.0291
O  11.7169  10.0827  29.4624  0.001  0.0015  0.0589
O  10.2387  1.9754  29.7193  0.0223  0.1096  -0.012
O  6.4414  5.1384  30.0221  0.0697  0.0869  0.0522
O  6.8178  7.8183  29.7467  -0.0912  -0.0921  -0.073
O  4.005  9.7399  29.4302  -0.0204  0.0077  0.0378
O  3.1444  4.4358  29.4864  0.0386  -0.0836  -0.0273
O  6.9605  1.06  30.4777  -0.0403  -0.0161  0.0579
O  -2.8307  4.1008  29.4527  0.0618  -0.0308  0.0545
O  8.1568  9.9542  29.2921  -0.0561  -0.0777  -0.0145
O  1.9564  6.7032  28.596  0.0556  -0.0224  0.0196
O  17.193  6.8763  31.8458  0.0372  0.0275  -0.1051
O  10.2294  7.3144  29.2613  0.0005  0.0148  -0.0069
Si  7.0407  5.1445  17.8835  0.0196  -0.0176  -0.0178
Si  2.4674  2.8709  15.7433  -0.043  -0.0203  0.0149
Si  1.4284  11.1375  17.1439  -0.0041  0.0084  0.026
Si  7.3306  8.7586  28.5237  -0.0219  -0.0822  0.1064
Si  11.8368  9.563  21.4636  0.0151  0.0063  0.012
Si  1.5083  2.2787  24.7245  0.0064  -0.009  0.0312
Si  5.7075  6.266  20.5765  0.0135  -0.0186  -0.0165
Si  1.554  9.3008  14.6663  -0.1428  -0.2093  -0.0129
Si  1.4886  5.8669  23.1113  -0.0127  -0.013  0.0326
Si  2.5091  6.9995  27.0762  -0.0098  -0.0118  0.0007
Si  5.4019  3.6789  15.698  -0.0207  -0.0179  0.0474
Si  2.5741  10.5282  26.0671  0.0191  0.0078  0.0235
Si  2.5351  10.4678  19.9532  -0.0221  0.0166  -0.0401
Si  9.2738  2.8941  21.908  -0.0013  -0.0097  0.0134
Si  7.9013  5.4522  22.6241  -0.0045  -0.0135  0.0256
Si  2.0758  2.2049  21.5976  -0.0227  0.009  0.0103
Si  10.2175  3.4437  29.0423  -0.0963  -0.0372  0.0589
Si  9.8449  7.8156  22.9994  0.019  0.0008  0.0277
Si  4.7777  9.1257  21.3557  -0.0268  -0.0034  0.0171
Si  3.4837  2.9479  28.9701  -0.004  0.0413  -0.0247
Si  9.9325  7.6623  27.6864  0.015  -0.0017  -0.0149
Si  8.2574  7.0501  15.6318  0.0105  -0.0402  0.0073
Si  -0.9149  7.3335  17.409  -0.0043  -0.0049  0.0226
Si  4.4176  9.443  27.8598  -0.0194  0.0157  -0.0386
Si  3.5995  4.1065  26.147  -0.0118  0.0166  -0.0079
Si  9.4646  0.3505  20.4271  0.0077  -0.0048  -0.0167
Si  11.6197  10.2439  27.841  0.0272  -0.0048  -0.0293
Si  10.498  1.9532  26.428  0.0174  -0.0132  -0.0195
Si  4.0602  4.2599  22.1423  -0.0028  -0.0037  0.0188
Si  11.6356  4.2515  21.0685  0.0103  -0.0046  -0.0044
Si  10.2342  10.3299  17.646  0.0395  -0.0108  0.0049
Si  9.8899  15.7927  18.4491  -0.0094  0.012  -0.0259
Si  8.1052  1.487  24.4441  0.0126  0.0106  0.0214
Si  8.3807  9.8492  15.0876  0.0202  -0.0226  -0.0077
Si  7.6048  -0.9334  22.654  0.0249  0.0156  0.0188
Si  11.9944  5.0585  16.4047  0.0204  0.0015  0.0395
Si  11.5294  6.7996  25.382  0.0099  0.0008  0.0284
Si  6.1835  3.9353  24.4238  -0.0107  -0.0002  0.0288
Si  2.3225  8.9627  23.3928  0.004  0.0027  0.0388
O  9.2644  -0.1274  18.8715  -0.017  0.0074  0.0241
O  6.8255  6.3112  21.7635  -0.0032  0.009  0.0017
O  10.6916  4.3305  17.1008  0.0016  0.0007  -0.0168
O  8.356  15.2433  18.4086  -0.0012  -0.0007  -0.0019
O  1.1845  3.1864  20.651  0.0013  0.0005  0.0009
O  3.6806  9.057  22.5375  0.0122  -0.0074  -0.0212
O  2.1372  11.6903  20.9345  0.0028  -0.0002  0.0005
O  1.5107  9.8221  16.1975  -0.0248  -0.0638  -0.2112
O  4.0474  2.872  16.0811  0.0159  0.0048  -0.0215
O  -0.1148  11.3683  17.6223  0.012  -0.0237  -0.0025
O  3.6602  8.1448  27.2033  0.0097  0.0205  0.0097
O  5.3327  3.8707  23.0517  -0.0055  0.0014  -0.0197
O  1.4586  2.1452  23.1051  0.0062  0.0039  -0.0232
O  7.486  0.0494  23.9672  -0.0061  -0.0133  -0.011
O  6.1268  -1.3311  22.1182  -0.0094  -0.0027  -0.0067
O  3.9882  10.6832  26.8773  0.0021  -0.0152  0.0344
O  2.4278  10.9107  18.3985  -0.023  -0.0124  0.0052
O  3.5751  2.8142  21.5964  0.01  0.0067  -0.0109
O  5.1345  4.2656  25.6132  -0.001  0.0008  -0.0041
O  0.5051  6.5179  17.1876  -0.0025  -0.009  -0.0211
O  0.6775  5.6079  21.7097  -0.0028  -0.0098  -0.0041
O  9.0968  1.4533  25.7415  -0.0132  -0.0017  -0.0143
O  10.7398  7.8358  24.3763  -0.0108  0.0006  -0.0126
O  2.1948  0.975  25.3672  0.0035  0.0038  -0.0098
O  0.5011  5.5652  24.4223  0.0043  0.0048  -0.0189
O  10.4634  6.507  26.6245  -0.0054  0.0054  0.0149
O  1.0635  9.8666  22.8532  -0.0089  -0.0034  -0.0143
O  10.7041  3.5882  22.217  -0.0006  -0.0036  0.002
O  10.2813  3.2412  27.4255  -0.0057  0.0186  0.06
O  3.6054  3.022  27.362  -0.0125  0.0141  0.0639
O  8.5246  8.7556  23.1578  -0.014  0.0036  -0.0027
O  1.8409  1.4988  16.298  0.0073  0.028  -0.0203
O  1.4968  10.081  27.2006  -0.0083  -0.0021  0.0141
O  2.4878  3.5218  25.1127  0.0093  -0.0047  -0.0064
O  11.589  2.4119  25.3  -0.0014  -0.0009  -0.0033
O  9.0023  1.9686  23.1924  0.0015  0.0019  -0.0115
O  4.5386  5.1805  20.8971  -0.0001  0.0081  -0.0056
O  8.3171  7.9226  27.5218  -0.0359  0.0278  0.093
O  11.4379  2.8222  13.3195  0.0146  -0.0002  -0.0049
O  6.0372  9.2967  27.7022  0.0311  -0.0191  0.0628
O  7.4815  6.2467  16.7854  -0.0079  0.0044  -0.0065
O  3.1778  5.6222  26.5349  -0.005  0.0017  0.0039
O  2.6922  9.4167  24.8915  -0.0063  -0.0064  -0.0277
O  1.7317  4.13  16.5025  -0.0038  -0.0021  -0.0368
O  -0.8819  4.4569  19.7639  0.0155  -0.0098  0.0252
O  2.8891  5.0318  22.9908  -0.0082  0.0046  -0.0114
O  1.8743  7.417  23.276  -0.0014  0.0031  -0.0145
O  13.0091  9.2976  20.3194  0  0.0012  -0.002
O  9.2901  6.299  22.7443  -0.0107  -0.0004  -0.0119
O  8.2941  -0.2887  21.3354  -0.0189  -0.0074  0.0005
O  -2.2797  1.9752  20.554  -0.0075  -0.0042  -0.0056
O  6.0069  4.1466  17.133  -0.0018  0.001  -0.0141
O  10.6723  9.0512  27.2882  -0.0105  -0.0034  0.016
O  -1.7619  7.2875  16.0005  -0.0139  0.0001  -0.0113
O  10.8517  19.7804  17.958  -0.0092  0.0058  -0.0046
O  4.104  10.0906  20.2142  0.016  -0.0039  0.0032
O  11.0395  0.7225  27.329  -0.0116  0.0088  0.0128
O  8.1535  4.07  21.7774  -0.0023  0.0051  -0.0096
O  6.8806  2.5078  24.7642  -0.0029  -0.0032  -0.0083
O  10.9335  10.8411  20.9967  -0.0013  -0.0026  0.0037
O  6.3384  5.9047  19.1291  -0.0178  0.0159  0.0292
O  5.0405  7.7401  20.5513  -0.0003  0.0164  -0.0024
O  10.7977  8.3185  21.7513  -0.007  -0.0003  -0.0145
O  1.2559  7.4113  26.1273  -0.0002  -0.0078  -0.0045
O  7.3358  5.0819  24.134  0.0069  0.0065  -0.0114
O  9.4957  10.2927  16.199  -0.0142  0.0002  -0.0175
O  14.219  5.6128  13.7667  -0.1718  0.1161  -0.0317
O  9.0035  -1.5911  13.6452  -0.016  0.0329  0.0465
O  1.4791  7.6838  14.7399  -0.0373  0.0134  -0.2675
O  0.2196  9.747  13.8122  0.3233  -0.0353  0.071
O  4.4603  6.7305  29.4044  0.0729  0.0271  0.0597
O  4.9032  2.4235  29.581  -0.039  0.02  0.0037
O  2.323  2.8682  14.1078  0.0136  -0.0422  0.0578
O  -2.9813  6.17  31.0791  -0.0027  -0.0235  0.0014
O  2.2555  12.9191  29.4775  0.024  0.0209  0.0305
O  15.9911  4.665  12.1001  0.0054  0.049  0.0298
O  -0.1298  15.2823  29.6218  -0.0277  -0.0064  0.0285
O  8.827  2.3224  13.8299  -0.0145  0.0058  -0.0006

Results
free energy: -181968.836 eV
free energy less fixed offsets of O -568.88, Si -635.61 eV per atom: 0.874 eV

The program warned: the cutoff lies below the one the program advises for these potential files; the exchange-correlation potential is rough where the density is thin.
